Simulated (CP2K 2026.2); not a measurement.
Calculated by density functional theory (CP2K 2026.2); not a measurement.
Periodic cell of 534 atoms, Si358O176, from a study of silicon, its oxide and their interface. The atomic structure is a simulated model.
Doubt: the forces sum to 1.87 eV/angstrom along one axis rather than to zero, so they err by at least 0.0035 eV/angstrom per atom on average; the grid cutoff is modest.

Settings: functional PBE; method Gaussian and plane waves; basis set DZVP-MOLOPT-SR-GTH; pseudopotentials GTH-PBE; grid cutoff 350 Ry, relative cutoff 50 Ry; k points Gamma only; occupations fixed; spin none; net charge 0.

Cell vectors (angstrom)
a	16.4025	0	0
b	0	16.4025	0
c	0	0	35.224

Atoms and the computed forces on them: element, x, y, z (angstrom), force x, y, z (eV/angstrom)
Si	16.351	16.042	0.158	-0.075	-0.276	-0.072
Si	1.91	2.715	34.756	0.099	-0.047	0.349
Si	16.379	5.194	35.143	0.263	-0.222	0.245
Si	2.894	7.85	0.057	-0.422	-0.276	-0.18
Si	16.157	10.911	0.027	-0.077	-0.135	-0.058
Si	2.32	13.837	0.17	-0.174	-0.055	-0.292
Si	5.549	16.157	34.761	-0.435	0.024	0.383
Si	8.001	2.708	34.871	0.109	-0.222	-0.1
Si	5.222	5.75	35.013	0.057	-0.018	0.192
Si	8.528	7.854	0.166	-0.088	0.113	0.054
Si	6.002	11.143	34.275	-0.085	-0.152	-0.388
Si	9.235	13.936	34.437	0.445	0.069	0.51
Si	11.674	0.105	34.939	0.106	0.146	0.345
Si	13.36	2.805	0.002	0.125	0.113	0.199
Si	10.398	5.388	35.011	0.179	0.066	-0.293
Si	13.423	8.239	0.092	0.132	0.406	-0.123
Si	11.041	10.271	35.139	-0.092	0.052	0.315
Si	13.942	13.204	0.165	-0.074	-0.113	0.081
Si	1.181	1.306	1.264	-0.017	-0.02	-0.092
Si	4.225	4.081	1.134	-0.085	0.129	-0.049
Si	1.296	6.618	1.291	0.253	0.221	0.072
Si	4.191	9.462	1.11	0.028	-0.242	-0.028
Si	1.333	12.103	1.354	-0.142	0.117	-0.092
Si	4.192	14.932	1.118	-0.165	0.011	0.12
Si	6.819	1.17	0.991	0.197	-0.003	0.006
Si	9.299	3.972	1.224	-0.07	-0.209	0.034
Si	6.781	6.766	1.258	0.108	-0.042	-0.232
Si	9.569	9.424	1.513	0.054	0.118	-0.114
Si	6.942	12.253	0.89	0.418	0.155	0.291
Si	10.194	15.095	0.979	-0.26	-0.26	-0.153
Si	12.446	1.296	1.539	0.024	0.259	-0.201
Si	14.873	4.114	1.328	-0.149	-0.132	-0.134
Si	12.343	6.737	1.438	0.253	-0.079	0.206
Si	14.998	9.412	1.412	-0.014	0.04	-0.224
Si	12.214	12.035	1.237	0.137	-0.253	-0.461
Si	14.938	14.828	1.544	0.022	0.03	-0.256
Si	16.281	2.665	2.664	-0.155	0.047	-0.065
Si	2.775	16.362	2.504	0.023	0.118	-0.006
Si	0.021	8.059	2.697	0.01	-0.063	-0.115
Si	2.763	5.327	2.629	0.002	-0.084	-0.08
Si	0.006	13.491	2.771	0.081	0.013	0.273
Si	2.865	10.819	2.549	-0.12	0.114	0.137
Si	5.515	2.591	2.466	-0.064	-0.033	0.056
Si	8.388	16.296	2.347	0.086	0.097	-0.227
Si	5.495	8.19	2.614	0.078	0.043	0.117
Si	8.078	5.347	2.651	0.05	0.218	0.227
Si	5.579	13.553	2.429	-0.069	0.099	0.071
Si	8.144	10.941	2.552	0.005	-0.025	0.011
Si	10.865	2.689	2.631	-0.081	0.019	-0.159
Si	13.676	16.27	2.873	0.065	-0.023	0.085
Si	10.911	8.026	2.806	-0.143	-0.134	0.198
Si	13.692	5.45	2.832	-0.038	0.045	-0.023
Si	11.019	13.563	2.575	0.076	0.031	-0.013
Si	13.604	10.789	2.738	0.011	-0.066	-0.004
Si	1.356	3.99	4.007	0.001	0.092	-0.112
Si	4.121	1.312	3.911	-0.038	-0.101	-0.061
Si	1.445	9.481	3.961	0.04	-0.111	-0.01
Si	4.112	6.773	3.97	-0.065	0.009	-0.075
Si	1.424	14.988	3.971	0.009	-0.173	-0.147
Si	4.178	12.259	3.898	0.117	-0.093	0
Si	6.765	3.947	3.985	0.11	0.056	-0.086
Si	9.533	1.264	3.95	0.089	0.044	-0.101
Si	6.858	9.551	3.988	-0.088	-0.055	-0.047
Si	9.478	6.682	4.09	0.008	0.075	-0.256
Si	6.942	14.965	3.805	0.05	-0.064	-0.124
Si	9.548	12.278	3.939	-0.089	0.078	-0.067
Si	12.248	4.035	4.058	-0.037	0.055	-0.156
Si	15.041	1.293	4.125	0.06	0.001	-0.018
Si	12.276	9.434	4.142	0.082	0.045	-0.218
Si	15.081	6.777	4.152	0.069	0.025	-0.016
Si	12.282	14.87	4.099	-0.008	0.095	-0.009
Si	15.001	12.164	4.116	-0.027	0.051	-0.204
Si	0.025	16.388	10.839	-0.035	0.019	0
Si	2.749	2.723	10.851	-0.023	-0.012	0.016
Si	0.019	5.456	10.84	-0.063	0.006	0.001
Si	2.752	8.196	10.837	-0.018	-0.017	-0.006
Si	0.025	10.928	10.845	-0.015	-0.033	-0.001
Si	2.743	13.659	10.845	-0.041	0.037	0.002
Si	5.475	16.399	10.842	-0.006	-0.021	-0.008
Si	8.181	2.719	10.841	0.016	-0.014	0
Si	5.46	5.446	10.852	-0.01	0.016	0.008
Si	8.18	8.178	10.845	-0.001	0.009	0.006
Si	5.467	10.927	10.826	-0.02	-0.016	-0.013
Si	8.19	13.661	10.852	-0.018	0.005	-0.003
Si	10.924	16.385	10.843	0.016	-0.007	-0.002
Si	13.671	2.712	10.831	-0.015	0.029	0.001
Si	10.924	5.448	10.824	0.002	0.014	-0.007
Si	13.675	8.181	10.857	-0.012	0.02	0.008
Si	10.93	10.915	10.861	-0.007	0.018	0.01
Si	13.684	13.666	10.851	-0.02	-0.005	0.007
Si	1.366	1.379	12.216	0.012	-0.023	0.007
Si	4.093	4.104	12.242	-0.001	0.016	0.003
Si	1.388	6.834	12.2	0.001	0.055	0
Si	4.097	9.582	12.201	0.033	0.028	0.003
Si	1.371	12.31	12.229	-0.02	-0.032	0.016
Si	4.101	15.046	12.198	0.044	0.039	-0.013
Si	6.809	1.383	12.225	0.027	0.002	0.011
Si	9.542	4.109	12.19	0.019	0.02	-0.012
Si	6.803	6.832	12.227	0.023	-0.03	0.006
Si	9.554	9.535	12.217	0.027	0.016	0.006
Si	6.816	12.296	12.201	0.037	-0.01	-0.012
Si	9.54	15.05	12.217	0.02	-0.043	-0.002
Si	12.292	1.366	12.196	-0.011	-0.043	0
Si	15.03	4.106	12.182	0.051	-0.021	0
Si	12.295	6.806	12.2	-0.019	-0.022	0.004
Si	15.053	9.568	12.204	-0.02	-0.004	-0.014
Si	12.299	12.311	12.213	0.057	0	0.001
Si	15.05	15.048	12.222	0.004	-0.01	0.029
Si	0.001	2.786	13.562	-0.132	0.06	-0.038
Si	2.764	0.033	13.568	-0.039	-0.037	-0.022
Si	0.038	8.215	13.558	-0.024	-0.025	-0.002
Si	2.734	5.495	13.609	0.021	-0.027	0.013
Si	0.006	13.685	13.609	-0.026	0.038	0.031
Si	2.769	10.965	13.587	-0.017	-0.074	-0.015
Si	5.465	2.756	13.625	0.008	-0.042	0.039
Si	8.182	0.036	13.589	-0.023	0.017	-0.007
Si	5.427	8.215	13.589	-0.021	0.05	-0.014
Si	8.177	5.459	13.579	0.042	0.011	-0.016
Si	5.46	13.681	13.558	-0.024	-0.019	-0.006
Si	8.173	10.919	13.559	-0.021	0.043	-0.014
Si	10.932	2.766	13.537	0.012	0.001	-0.011
Si	13.68	0.041	13.577	-0.03	0	-0.007
Si	10.923	8.151	13.577	0.041	0.029	0.039
Si	13.678	5.46	13.57	-0.038	0.028	0.027
Si	10.917	13.691	13.568	0.004	0.011	-0.025
Si	13.691	10.949	13.562	-0.018	0.007	0.022
Si	1.334	4.156	14.964	-0.005	-0.063	0.052
Si	4.075	1.408	14.991	-0.008	-0.002	0.02
Si	1.393	9.599	14.927	0.048	0.088	0.034
Si	4.064	6.886	15.001	-0.018	0.036	0.047
Si	1.429	15.062	14.929	-0.004	0.046	0.039
Si	4.127	12.34	14.969	0.084	0.074	0.069
Si	6.821	4.146	15.004	0.014	0.051	0.068
Si	9.529	1.477	14.914	-0.023	-0.019	0.064
Si	6.793	9.582	14.945	0	0.013	0.07
Si	9.54	6.792	14.963	-0.022	-0.04	-0.027
Si	6.793	15.062	14.924	0.052	0.075	0.044
Si	9.547	12.293	14.896	0.027	-0.059	0.096
Si	12.302	4.092	14.935	-0.044	-0.013	0.041
Si	15.026	1.462	14.932	0.131	0.035	0.005
Si	12.331	9.542	14.881	-0.024	0.023	-0.042
Si	15.082	6.832	14.902	0.026	0.049	0.017
Si	12.258	15.11	14.918	0.05	-0.028	0.09
Si	15.003	12.336	14.985	-0.075	-0.153	0.082
Si	0.087	0.124	16.187	-0.107	0.048	-0.017
Si	2.701	2.823	16.343	-0.04	0.045	0.046
Si	16.401	5.53	16.378	-0.025	0.083	0.012
Si	2.669	8.248	16.391	0.042	0.05	0.151
Si	0.086	10.997	16.302	-0.003	-0.055	-0.005
Si	2.801	13.738	16.36	-0.02	-0.082	-0.017
Si	5.428	0.006	16.34	0.033	0.067	-0.014
Si	8.192	2.789	16.395	-0.066	0.014	0.055
Si	5.467	5.558	16.368	0	-0.154	-0.023
Si	8.113	8.155	16.278	0.11	0.104	0.004
Si	5.489	10.985	16.362	-0.069	0.003	0.108
Si	8.199	13.71	16.243	-0.086	-0.007	0.018
Si	10.926	0.171	16.252	0.051	0.16	0.047
Si	13.685	2.815	16.379	-0.074	-0.057	0.107
Si	10.915	5.405	16.317	0.035	0.024	0.14
Si	13.764	8.232	16.231	0.006	-0.03	0.036
Si	10.898	10.846	16.205	-0.065	-0.039	-0.137
Si	13.551	13.715	16.314	-0.201	0.005	-0.005
Si	1.364	1.44	17.728	-0.136	-0.169	0.127
Si	4.007	4.283	17.694	-0.095	0.071	-0.067
Si	1.264	6.928	17.844	-0.025	0.044	0.079
Si	4.038	9.661	17.74	0.05	0.105	-0.132
Si	1.422	12.395	17.71	0.064	-0.071	-0.021
Si	4.132	15.08	17.816	-0.025	0.064	0.117
Si	6.706	1.445	17.693	0.088	-0.008	-0.074
Si	9.573	4.101	17.87	0.272	-0.03	0.18
Si	6.804	6.911	17.795	-0.061	0.08	-0.014
Si	9.529	9.463	17.58	-0.126	-0.028	-0.188
Si	6.921	12.369	17.712	0.021	-0.077	-0.063
Si	9.432	15.284	17.484	0.079	-0.213	0.182
Si	12.282	1.478	17.769	-0.047	-0.039	0.053
Si	15.032	4.219	17.785	-0.098	0.068	0.039
Si	12.397	6.813	17.497	-0.124	-0.109	-0.201
Si	15.193	9.55	17.625	0.109	0.045	0.038
Si	12.116	12.222	17.622	0.122	-0.198	0.262
Si	15.064	15.175	17.404	0.142	0.202	-0.081
Si	16.388	2.847	19.123	0.051	-0.131	0.086
Si	2.739	0.083	19.203	0.023	0.098	0.15
Si	16.285	8.276	19.346	-0.115	-0.015	0.243
Si	2.732	5.669	19.2	0.096	0.148	0.153
Si	0.044	13.947	18.792	-0.254	0.031	0.018
Si	2.683	11.022	19.197	-0.082	-0.019	0.103
Si	5.262	2.807	18.966	-0.068	-0.082	0.123
Si	8.081	0.069	18.995	-0.046	0.182	0.183
Si	5.438	8.362	19.131	-0.101	0.085	0.114
Si	8.12	5.509	19.184	0.08	0.237	0.254
Si	5.535	13.684	19.169	0.022	-0.055	0.112
Si	8.427	10.992	18.974	0.092	0.087	0.214
Si	11.032	2.76	19.413	-0.472	-0.189	-0.013
Si	13.794	0.044	18.873	0.374	0.211	0.087
Si	11.034	8.117	18.797	0.016	-0.227	0.211
Si	13.597	5.616	19.119	0.131	0.098	0.018
Si	13.319	14.707	20.363	-0.123	0.331	-0.176
Si	13.809	11.053	18.676	-0.244	-0.039	-0.035
Si	1.585	4.004	20.408	0.01	0.033	0.119
Si	3.805	1.775	20.542	-0.16	0.009	-0.162
Si	1.387	9.612	20.683	0.071	-0.08	-0.343
Si	3.745	7.461	20.598	0.061	-0.162	-0.205
Si	1.023	15.403	20.419	0.002	-0.113	0.297
Si	4.387	12.06	20.486	-0.054	0.028	0.231
Si	6.606	4.124	20.274	-0.141	0.16	-0.006
Si	9.717	0.926	20.46	0.521	0.045	-0.396
Si	6.747	9.936	20.339	0.188	-0.058	0.273
Si	10.59	6.522	20.554	-0.252	0.44	0.196
Si	7.027	14.951	20.504	0.13	-0.358	-0.322
Si	10.65	11.826	19.635	0.019	-0.143	0.534
Si	12.109	4.625	20.631	0.225	-0.079	0.112
Si	15.182	1.233	20.381	-0.089	-0.075	0.078
Si	12.475	9.588	19.868	0.06	0.353	0.491
Si	14.368	7.335	20.677	0.272	0.234	0.013
Si	11.098	14.555	20.007	-0.218	-0.238	0.458
Si	14.733	12.854	19.885	0.402	-0.214	-0.293
Si	13.409	6.558	28.732	-0.282	-0.028	-0.022
Si	3.16	4.725	24.803	-0.208	-0.277	0.207
Si	0.545	4.463	23.256	0.276	-0.269	0.498
Si	16.162	11.632	22.389	-0.258	-0.029	0.131
Si	13.826	12.119	24.271	-0.22	0.243	0.305
Si	15.566	11.036	26.408	-0.11	0.109	0.131
Si	1.522	2.531	24.983	0.046	-0.202	0.126
Si	7.881	6.485	24.402	-0.149	0.024	0.234
Si	5.3	5.764	22.676	0.007	0.098	0.28
Si	8.506	13.313	22.706	0.067	0.031	0.26
Si	1.265	14.183	23.435	-0.16	0.202	0.32
Si	0.98	15.991	25.945	-0.167	0.044	0.223
Si	13.942	5.423	23.129	-0.041	0.084	0.187
Si	8.271	10.124	22.877	0.123	-0.107	0.394
Si	11.778	10.031	28.205	-0.005	-0.02	0.018
Si	7.75	2.112	22.212	-0.192	-0.314	0.491
Si	14.515	0.084	27.465	-0.005	-0.064	-0.029
Si	13.359	2.867	26.359	-0.023	-0.171	0.289
Si	2.122	11.235	25.693	0.02	0.039	0.227
Si	4.799	12.291	28.919	-0.205	0.125	-0.17
Si	3.684	12.596	23.594	0.155	-0.01	0.356
Si	13.43	0.418	22.678	0.174	-0.058	0.272
Si	0.95	5.885	29.125	-0.123	0.097	-0.087
Si	6.488	16.38	25.599	0.377	-0.177	0.602
Si	10.361	8.15	23.181	0.036	0.021	0.152
Si	6.977	15.351	32.99	0.108	-0.04	-0.311
Si	1.348	3.196	29.27	-0.045	-0.282	0.01
Si	6.464	13.482	24.911	0.043	-0.086	0.198
Si	5.932	0.687	22.521	0.239	0.399	0.169
Si	16.131	3.883	27.228	-0.15	-0.008	0.083
Si	2.549	10.309	28.352	-0.083	0.066	-0.064
Si	7.31	11.492	27.098	0.01	-0.043	0.038
Si	11.079	13.331	24.469	0.223	-0.034	0.24
Si	12.441	5.539	26.056	-0.24	-0.097	0.32
Si	13.501	15.015	25.019	-0.086	-0.149	0.301
Si	13.574	5.163	31.292	-0.307	0.074	-0.31
Si	0.31	12.579	28.594	-0.243	0.108	0.046
Si	10.197	12.5	27.362	-0.017	-0.005	0.121
Si	0.807	8.751	30.13	-0.059	0.111	-0.159
Si	13.732	13.626	32.464	0.163	-0.04	-0.605
Si	2.577	14.144	32.503	-0.123	-0.241	-0.314
Si	5.137	3.54	29.789	-0.183	-0.258	-0.256
Si	10.285	1.061	29.199	0.108	0.125	-0.137
Si	2.509	13.905	27.476	0.182	0.079	0.1
Si	8.978	3.602	24.6	0.179	0.059	0.465
Si	3.346	4.989	27.908	0.007	-0.125	-0.062
Si	5.68	1.089	28.365	0.03	-0.096	-0.037
Si	3.619	1.804	30.151	-0.077	-0.038	-0.341
Si	9.337	1.217	26.129	0.071	-0.036	0.314
Si	11.424	2.964	31.057	0.052	0.23	-0.333
Si	14.679	9.36	28.761	-0.201	0.125	-0.118
Si	11.483	2.012	24.177	-0.1	-0.13	0.477
Si	11.448	7.193	30.861	0.034	0.117	-0.12
Si	15.307	6.444	33.503	-0.197	0.028	-0.142
Si	3.147	0.708	32.934	-0.021	-0.023	-0.194
Si	16.293	13.655	31.194	-0.196	-0.043	-0.168
Si	0.891	8.901	33.106	-0.01	0.205	0.057
Si	14.571	15.907	30.674	0.029	-0.159	-0.35
Si	5.303	13.006	31.922	-0.234	-0.073	-0.402
Si	6.631	4.41	32.557	0.204	0.146	-0.062
Si	10.888	1.88	33.804	-0.015	0.03	-0.093
Si	8.626	9.69	33.14	0.318	-0.275	-0.335
Si	9.556	5.255	31.916	0.253	0.13	-0.39
Si	10.342	9.84	30.835	0.284	-0.195	-0.182
Si	7.919	8.94	25.777	0.004	-0.113	0.202
Si	10.97	8.105	25.973	-0.083	-0.007	0.195
Si	10.2	14.64	29.687	0.021	0.055	-0.22
Si	11.004	12.715	32.017	0.124	-0.09	-0.485
Si	7.813	16.347	30.242	0.343	-0.05	-0.324
Si	14.357	0.765	33.337	0.095	0.031	-0.222
O	15.688	16.391	33.897	0.171	0.276	0.151
O	14.345	2.271	33.982	0.173	0.305	0.196
O	3.399	3.263	35.165	0.146	-0.143	-0.081
O	2.098	1.88	33.361	-0.02	-0.112	-0.117
O	14.049	7.327	34.088	-0.128	0.094	-0.068
O	0.904	3.97	34.455	-0.037	0.167	-0.136
O	2.216	8.579	33.973	0.286	-0.112	0.229
O	0.153	10.186	33.806	0.233	-0.158	0.252
O	15.844	12.702	29.945	-0.018	0.124	0.018
O	1.319	11.328	28.638	-0.039	-0.022	-0.022
O	8.477	15.133	33.613	-0.164	0.035	0.15
O	1.093	14.901	35.057	0.474	-0.141	0.105
O	6.594	13.875	32.377	0.069	-0.018	0.299
O	8.175	13.002	0.027	-0.404	-0.458	-0.113
O	11.947	5.52	0.325	0.045	0.226	0.314
O	7.05	3.201	33.584	-0.005	-0.21	0.387
O	3.956	6.744	34.653	-0.163	0.187	0.2
O	5.761	5.418	33.49	-0.128	0.019	-0.052
O	9.885	6.919	0.118	-0.016	-0.31	-0.295
O	8.279	8.23	33.789	-0.082	-0.185	0.386
O	7.332	10.617	33.448	-0.105	0.014	0.262
O	5.119	11.845	33.058	0.035	0.074	0.191
O	9.999	10.326	33.821	0.126	0.393	-0.134
O	5.058	9.999	34.977	-0.387	-0.142	0.113
O	10.509	3.343	23.991	-0.023	-0.009	-0.415
O	9.304	2.118	34.049	-0.057	0.161	0.11
O	11.861	3.092	34.458	0.259	0.007	-0.257
O	7.953	5.179	32	-0.282	0.181	-0.114
O	11.19	1.814	32.185	-0.023	-0.21	0.403
O	10.224	5.188	33.396	0.252	-0.002	0.33
O	12.33	9.331	34.659	-0.055	-0.215	0.262
O	10.202	13.076	33.403	-0.125	-0.059	0.124
O	10.411	13.776	28.336	0.163	-0.133	0.135
O	12.611	12.479	32.187	-0.011	-0.124	0.18
O	15.052	12.076	34.883	-0.294	0.074	0.029
O	12.995	0.04	33.877	-0.114	-0.427	0.236
O	0.808	4.744	21.678	-0.022	0.154	-0.396
O	1.72	5.259	24.154	-0.235	0.163	-0.363
O	2.665	2.892	21.035	-0.167	0.16	-0.183
O	3.062	3.081	24.894	0.166	0.094	0.173
O	0.67	10.287	22.06	0.179	-0.118	-0.129
O	14.663	11.429	23.047	0.212	-0.014	-0.027
O	4.488	6.996	21.994	0.032	0.087	0.192
O	2.593	8.544	21.162	-0.027	-0.256	-0.45
O	15.691	12.381	27.345	0.163	0.049	-0.045
O	16.397	0.217	20.834	0.053	-0.053	-0.141
O	3.766	12.431	21.983	-0.069	0.03	-0.377
O	1.327	14.815	21.94	0.13	-0.094	-0.342
O	5.652	4.692	21.506	-0.187	-0.148	-0.586
O	6.691	6.239	23.346	-0.19	-0.027	-0.322
O	10.561	15.916	20.738	0.087	0.181	-0.008
O	7.72	3.082	20.906	0.057	-0.064	-0.196
O	5.619	11.024	20.883	0.188	-0.022	-0.534
O	7.367	9.344	21.767	-0.313	-0.274	-0.472
O	11.005	7.337	21.943	0.459	-0.055	-0.311
O	8.208	11.717	22.599	-0.078	-0.081	0.03
O	4.515	1.332	21.976	0.092	-0.056	0.148
O	8.176	14.018	21.268	0.063	0.053	-0.331
O	7.242	12.299	25.696	0.289	0.091	0
O	6.163	14.785	25.853	-0.238	0.066	0.101
O	8.946	6.203	20.518	0.238	-0.032	-0.589
O	12.997	4.522	22.107	-0.623	-0.107	-0.39
O	15.398	4.821	23.611	-0.24	-0.135	-0.114
O	14.391	1.464	21.852	-0.033	0.065	-0.538
O	11.428	10.677	20.602	-0.01	-0.016	-0.481
O	10.653	13.11	20.676	-0.129	0.19	0.107
O	14.383	6.753	22.248	-0.109	0.065	-0.097
O	13.43	8.712	20.919	-0.092	-0.317	-0.313
O	13.362	15.399	21.881	-0.148	-0.343	0.125
O	10.48	14.447	18.498	0.199	-0.056	-0.548
O	15.865	12.242	20.927	0.256	-0.215	0.403
O	12.194	12.167	24.077	0.042	-0.153	-0.274
O	0.785	3.467	26.087	-0.089	0.233	-0.089
O	13.709	1.515	27.226	-0.103	0.252	-0.165
O	5.756	0.866	26.756	-0.293	-0.026	-0.001
O	16.363	2.807	28.471	0.183	0.222	-0.045
O	3.897	13.558	28.308	0.075	0.125	-0.032
O	15.834	9.631	29.887	0.056	0.061	0.024
O	16.086	16.362	26.919	0.034	0.057	0.119
O	2.294	15.342	26.717	0.136	0.084	-0.157
O	14.317	13.666	24.558	0.237	0.004	0.008
O	15.361	9.71	27.32	0.222	0.018	-0.212
O	14.194	11.196	25.562	-0.132	-0.157	-0.315
O	4.698	4.829	28.831	0.161	0.112	-0.045
O	7.882	3.04	23.547	-0.33	-0.071	-0.383
O	3.537	5.266	26.309	-0.012	0.216	0.082
O	4.382	5.111	23.834	0.152	0.145	-0.09
O	8.557	5.12	24.966	-0.059	-0.094	-0.007
O	1.224	13.918	28.493	-0.146	0.037	0.142
O	2.055	8.959	29.085	-0.053	0.02	-0.218
O	2.806	13.933	23.899	0.217	0.073	-0.3
O	2.52	3.574	28.156	-0.007	0.044	0.098
O	0.567	15.063	24.646	0.105	-0.358	-0.235
O	0.53	12.725	23.325	-0.234	-0.096	0.135
O	5.125	12.818	24.291	-0.073	-0.161	0.151
O	8.119	0.197	25.757	-0.129	-0.238	-0.257
O	13.098	5.622	24.551	-0.071	0.162	-0.402
O	0.451	7.157	29.983	-0.24	-0.019	0.104
O	9.812	9.615	22.743	0.229	0.251	-0.395
O	7.295	7.429	25.619	-0.149	0.005	-0.026
O	10.22	12.94	25.8	0.039	-0.043	-0.198
O	9.478	8.716	26.23	0.138	0.018	0.241
O	11.977	1.19	22.851	-0.209	0.122	-0.239
O	1.535	0.977	25.334	0.166	0.015	0.115
O	13.973	16.33	24.165	0.106	0.138	-0.35
O	16.054	15.227	30.814	0.28	-0.132	0.261
O	0.751	2.851	23.575	0.056	0.024	-0.103
O	13.439	6.185	27.167	0.095	-0.007	-0.028
O	2.742	10.121	26.734	-0.027	-0.036	-0.016
O	13.976	5.367	29.709	0.178	0.041	-0.017
O	2.963	11.28	24.298	0.215	-0.08	-0.11
O	2.302	12.716	26.379	-0.01	-0.034	-0.116
O	5.457	12.486	30.39	0.371	-0.247	0.17
O	2.306	15.729	32.713	-0.053	0.145	0.027
O	1.077	4.574	30.13	0.091	-0.02	-0.035
O	13.718	15.335	26.612	0.028	-0.103	-0.148
O	14.697	3.774	26.503	-0.014	-0.155	-0.015
O	6.68	0.019	29.083	-0.254	-0.2	-0.164
O	9.112	1.222	21.974	0.101	-0.015	0.203
O	1.964	1.973	30.127	0.067	-0.199	-0.12
O	8.838	2.766	25.995	-0.118	0.067	-0.223
O	8.768	11.813	27.752	0.095	-0.295	-0.062
O	0.523	10.881	25.501	0.047	-0.122	-0.069
O	6.076	12.036	27.969	-0.076	0.151	0.166
O	7.45	13.997	23.737	-0.093	0.333	-0.032
O	6.147	2.609	28.824	-0.061	0.115	-0.06
O	2.43	6.206	28.5	0.047	0.119	0.148
O	4.136	0.834	28.89	-0.105	0.377	0.191
O	6.142	15.707	21.663	-0.07	0.253	0.115
O	5.909	0.407	24.142	-0.439	0.316	-0.53
O	12.93	2.406	24.857	-0.167	-0.137	-0.521
O	7.174	9.866	26.893	0.009	-0.04	-0.083
O	14.426	7.785	28.858	0.301	-0.156	0.342
O	11.448	11.48	27.557	0.098	-0.119	0.028
O	10.008	13.578	23.279	-0.116	0.112	-0.448
O	7.747	9.754	24.375	0.152	0.024	-0.145
O	13.243	10.137	28.958	0.01	0.222	0.26
O	10.511	9.696	29.208	-0.123	-0.036	0.212
O	11.911	14.707	24.769	-0.165	-0.007	-0.33
O	9.083	7.269	23.662	-0.125	-0.029	0.133
O	12.158	3.997	26.637	-0.071	0.096	-0.133
O	15.294	13.16	32.381	-0.051	-0.011	0.339
O	14.825	5.398	32.304	0.295	-0.112	0.362
O	12.862	3.693	31.337	0.168	-0.242	0.303
O	14.367	16.229	29.081	-0.232	0.067	0.072
O	16.389	5.391	27.852	0.228	-0.061	-0.23
O	13.475	13.993	34.02	0.048	0.269	0.306
O	10.563	11.39	31.208	0.039	0.064	0
O	16.358	7.578	32.975	-0.053	-0.077	-0.211
O	1.354	9.229	31.583	0.193	0.028	0.258
O	13.525	14.79	31.306	-0.252	-0.099	0.238
O	14.44	0.799	31.679	-0.057	0.007	0.574
O	4.027	14.003	31.808	-0.062	0.291	-0.296
O	1.449	13.45	31.554	0.246	-0.05	0.033
O	3.944	1.071	31.567	0.055	-0.06	0.095
O	4.272	0.587	34.098	0.024	0.35	-0.334
O	8.903	1.169	30.085	-0.241	0.187	0.337
O	7.138	16.398	31.728	-0.114	0.122	0.192
O	3.9	10.93	28.992	0.225	-0.06	-0.123
O	5.798	3.97	31.226	0.153	-0.017	0.184
O	10.191	4.029	31.052	-0.214	-0.113	0.229
O	2.661	13.279	33.876	0	-0.177	0.31
O	8.888	9.497	31.516	-0.241	-0.196	0.581
O	9.939	6.622	31.1	-0.251	-0.027	0.063
O	11.411	8.38	24.416	0.108	-0.062	-0.365
O	9.871	1.035	27.638	0.063	-0.14	0.031
O	11.079	6.466	26.146	0.2	0.101	0.029
O	10.617	0.989	25.135	0.047	0.042	-0.303
O	12.502	6.323	31.736	-0.052	-0.084	0.13
O	11.341	2.248	29.58	0.143	-0.203	0.219
O	11.928	8.89	27.036	0.274	-0.088	-0.116
O	11.914	7.007	29.29	-0.023	-0.031	0.076
O	11.018	16.041	29.503	0.1	0.143	0.057
O	8.611	14.945	29.947	0.049	0.031	-0.043
O	11.458	8.747	31.378	-0.113	-0.045	-0.14
O	10.779	13.949	31.01	-0.146	-0.148	0.163
Si	0.058	16.322	5.4	0.024	0.098	-0.017
Si	2.761	2.644	5.345	-0.049	-0.02	-0.049
Si	0.052	5.374	5.433	-0.027	0.037	-0.011
Si	2.765	8.132	5.375	-0.005	-0.021	-0.059
Si	0.053	10.822	5.382	-0.032	0.045	-0.038
Si	2.802	13.609	5.313	-0.008	0.129	-0.053
Si	5.524	16.318	5.236	-0.013	0.104	-0.106
Si	8.18	2.63	5.35	-0.039	0.015	-0.057
Si	5.452	5.384	5.345	-0.014	0.008	-0.055
Si	8.172	8.154	5.385	0.046	0	0.001
Si	5.483	10.908	5.339	-0.019	-0.015	0.035
Si	8.208	13.642	5.324	0.035	-0.022	-0.034
Si	10.91	16.327	5.363	-0.068	-0.092	0.025
Si	13.637	2.676	5.421	-0.036	-0.089	0.037
Si	10.897	5.383	5.438	-0.035	-0.037	0.076
Si	13.688	8.13	5.49	-0.007	0.052	-0.017
Si	10.892	10.902	5.377	0.023	-0.095	-0.069
Si	13.671	13.567	5.465	0.037	-0.013	0.009
Si	1.404	1.31	6.748	0.033	-0.076	0.014
Si	4.091	4.038	6.723	-0.049	0.074	0.006
Si	1.398	6.784	6.766	0.01	-0.034	-0.009
Si	4.119	9.537	6.718	0.013	-0.001	-0.006
Si	1.408	12.258	6.704	-0.006	-0.02	-0.045
Si	4.154	14.997	6.677	0.01	-0.11	-0.045
Si	6.812	1.278	6.701	0.04	0.003	0.011
Si	9.521	4.006	6.758	0.1	0.002	-0.029
Si	6.802	6.774	6.726	0.025	0.041	-0.019
Si	9.54	9.531	6.752	-0.002	0.01	-0.019
Si	6.84	12.281	6.712	-0.003	-0.022	-0.027
Si	9.548	14.985	6.742	-0.009	0.077	0.008
Si	12.269	1.292	6.758	0.045	0.052	-0.061
Si	15.032	4.042	6.774	0.004	0.032	-0.024
Si	12.276	6.767	6.792	0.011	-0.005	0.025
Si	15.07	9.52	6.797	0.043	-0.076	-0.001
Si	12.268	12.23	6.791	0.012	0.036	-0.009
Si	15.058	14.979	6.76	-0.005	-0.033	-0.006
Si	0.023	2.68	8.114	-0.029	-0.007	0
Si	2.785	16.35	8.087	-0.036	0.077	0
Si	0.033	8.155	8.137	-0.064	0.021	0.008
Si	2.759	5.418	8.117	-0.021	0.018	0.01
Si	0.038	13.619	8.1	-0.023	0.031	0.011
Si	2.758	10.907	8.092	-0.023	-0.014	-0.001
Si	5.467	2.677	8.078	-0.016	-0.005	0
Si	8.186	16.36	8.102	0.003	-0.05	-0.007
Si	5.467	8.166	8.097	-0.027	-0.037	-0.001
Si	8.174	5.419	8.101	0.007	0.008	-0.002
Si	5.482	13.646	8.088	-0.007	0.034	0.011
Si	8.189	10.917	8.108	0.014	-0.019	-0.011
Si	10.912	2.672	8.121	-0.033	-0.019	0.009
Si	13.675	16.354	8.11	-0.012	0.011	0.012
Si	10.916	8.173	8.126	0.022	0.036	-0.011
Si	13.672	5.422	8.139	-0.02	-0.011	0
Si	10.916	13.633	8.129	0.019	-0.029	-0.007
Si	13.677	10.893	8.14	-0.007	0.006	0.005
Si	1.376	4.07	9.478	-0.008	0.024	0.005
Si	4.105	1.342	9.472	0.01	-0.016	0
Si	1.389	9.556	9.474	-0.01	-0.007	0.003
Si	4.106	6.81	9.477	0.01	0.013	0.008
Si	1.391	15.011	9.462	0.024	-0.048	-0.005
Si	4.104	12.293	9.461	0.005	-0.031	-0.005
Si	6.806	4.063	9.468	0.023	0.02	0.001
Si	9.537	1.329	9.484	0.023	0.006	0.005
Si	6.823	9.544	9.466	0.024	0.016	-0.007
Si	9.536	6.802	9.47	0.03	0.001	-0.007
Si	6.825	15.013	9.477	0.031	0.015	-0.006
Si	9.549	12.276	9.497	0.023	0.009	-0.006
Si	12.283	4.057	9.473	0.023	-0.012	-0.002
Si	15.04	1.331	9.474	-0.003	-0.01	0.012
Si	12.294	9.536	9.496	0.033	-0.039	0.009
Si	15.041	6.809	9.489	0.025	0.006	0.008
Si	12.296	15.008	9.483	0.012	-0.008	-0.003
Si	15.051	12.285	9.483	-0.001	0.012	0.009

Results
total energy: -115451.335 eV
total energy less fixed offsets of O -438.35, Si -107.03 eV per atom: 15.005 eV
